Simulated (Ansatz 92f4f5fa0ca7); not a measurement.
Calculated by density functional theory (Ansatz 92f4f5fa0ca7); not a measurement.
Periodic cell of 273 atoms, Si166O101H6, from a study of silicon, its oxide and their interface. The atomic structure is a simulated model.
Doubt: the cutoff is far below the 930 eV that the study's wrapper takes by default for these files, so forces and energies are approximate.

Settings: functional PBE; potential files Ansatz PAW; basis plane waves; wave-function cutoff 580 eV; density cutoff ratio 5; exchange-correlation grid ratio 1; k mesh 1 x 1 x 1, Gamma-centred; self-consistency stop 5e-08 eV per atom in the density residual; occupations fixed; spin none; net charge 0.

Cell vectors (angstrom)
a, 11.6015, 0, 0
b, 0, 13.3963, 0
c, 0, 0, 30.9504

Atoms and the computed forces on them: element, x, y, z (angstrom), force x, y, z (eV/angstrom)
Si, 11.7804, -0.0779, 24.4619, 0.0126, -0.0065, 0.0005
Si, 3.9359, -0.0616, 24.2626, -0.0025, 0.0066, 0.0048
Si, 7.7816, -0.0222, 24.5111, -0.0307, -0.017, 0.0021
Si, 1.8141, 3.3764, 24.254, -0.0113, -0.0076, 0.0021
Si, 5.8875, 3.2683, 24.239, -0.0029, -0.0021, -0.0037
Si, 9.8279, 3.2072, 24.4029, -0.0369, -0.0033, 0.0002
Si, 11.6416, 6.716, 24.0028, -0.0065, 0.008, -0.0005
Si, 3.9565, 6.6346, 24.2648, -0.0024, -0.0029, 0.0013
Si, 7.7951, 6.6309, 24.2084, 0.0022, 0.0016, 0.0002
Si, 2.1653, 9.8763, 24.0642, -0.0052, -0.0016, 0.0016
Si, 5.8825, 10.0224, 24.1441, 0.0039, -0.0055, -0.0036
Si, 9.8477, 10.0642, 24.1121, 0.0047, -0.0048, -0.0069
Si, 11.7023, 2.1441, 25.3, 0.0239, -0.0038, 0.0095
Si, 3.8506, 2.2226, 24.8792, 0.0027, -0.011, 0.0083
Si, 7.8011, 2.224, 25.1515, 0.0286, 0.0152, 0.0016
Si, 1.9488, 5.6114, 24.9624, 0.0042, 0.0033, 0.0097
Si, 5.8745, 5.5065, 25.0101, 0.0001, 0.0043, 0.0103
Si, 9.7623, 5.5337, 24.9181, 0.0009, 0.0013, 0.0091
Si, 11.7389, 8.904, 24.8948, 0.0054, -0.0049, 0.007
Si, 4.0224, 8.8542, 25.0446, 0.0005, 0.0006, 0.0055
Si, 7.8656, 8.9175, 24.8659, -0.0059, -0.0029, 0.0084
Si, 2.0828, 12.1017, 25.0391, -0.0085, 0.0061, 0.0038
Si, 5.8394, 12.2097, 25.1022, 0.0203, 0.0179, 0.0023
Si, 9.7651, 12.2339, 25.0527, 0.0032, -0.0001, 0.013
Si, 11.6588, 2.1937, 27.5921, -0.0097, 0.0047, -0.013
Si, 3.8762, 2.2282, 27.3054, -0.001, 0.0036, -0.0127
Si, 7.7743, 2.236, 27.4825, -0.0056, -0.0067, -0.0128
Si, 1.9476, 5.5874, 27.3567, 0.0048, -0.0089, -0.0113
Si, 5.8355, 5.5423, 27.3806, -0.0062, -0.0045, -0.011
Si, 9.7207, 5.5716, 27.3284, 0.0013, -0.0048, -0.0097
Si, 11.6727, 8.9046, 27.3155, 0.0014, -0.0009, -0.016
Si, 3.9367, 8.8962, 27.4069, -0.0043, -0.0007, -0.0108
Si, 7.7952, 8.9211, 27.299, -0.0025, -0.0022, -0.0097
Si, 2.0069, 12.1915, 27.407, -0.0114, 0.0077, -0.0068
Si, 5.8297, 12.2442, 27.4463, 0.0015, -0.006, -0.0087
Si, 9.7217, 12.2342, 27.419, -0.0004, 0.0067, -0.0151
Si, 2.0077, 1.056, 28.1973, 0.0084, -0.0145, 0.0116
Si, 5.8057, 1.1145, 28.1731, 0.0042, 0.0009, 0.0127
Si, 9.6893, 1.0724, 28.2204, 0.0025, -0.0031, 0.0146
Si, 11.6312, 4.4743, 28.1971, -0.0064, -0.0008, 0.0094
Si, 3.876, 4.4459, 28.1593, -0.001, 0.0041, 0.0094
Si, 7.7823, 4.477, 28.1917, 0.0044, 0.0048, 0.0106
Si, 1.978, 7.8031, 28.1787, -0.0003, 0.0083, 0.0107
Si, 5.8698, 7.7825, 28.1648, 0.0066, 0.0036, 0.0092
Si, 9.7237, 7.8072, 28.1401, 0, 0.0004, 0.0112
Si, 11.651, 11.1187, 28.1836, 0.0097, -0.0029, 0.0109
Si, 3.9184, 11.1139, 28.2227, 0.0104, -0.002, 0.0146
Si, 7.7747, 11.1291, 28.1854, -0.0079, 0.0014, 0.0105
Si, 1.9336, 1.1164, 30.5554, 0.2696, -0.1775, 0.1077
Si, 5.8008, 1.1164, 30.5554, -0.0927, -0.0184, -0.1742
Si, 9.6679, 1.1164, 30.5554, -0.0077, -0.1411, 0.1992
Si, 0, 4.4654, 30.5554, 0.0554, 0.1437, 0.1077
Si, 3.8672, 4.4654, 30.5554, 0.0084, -0.028, -0.1234
Si, 7.7343, 4.4654, 30.5554, 0.1247, 0.1085, 0.0488
Si, 1.9336, 7.8145, 30.5554, 0.0102, -0.0277, -0.168
Si, 5.8008, 7.8145, 30.5554, 0.1792, -0.0072, -0.1264
Si, 9.6679, 7.8145, 30.5554, 0.055, -0.0166, -0.2559
Si, 0, 11.1635, 30.5554, 0.079, -0.173, 0.0164
Si, 3.8672, 11.1635, 30.5554, 0.0549, -0.1174, 0.2607
Si, 7.7343, 11.1635, 30.5554, 0.0854, -0.1551, 0.0221
Si, 0, 0, 0.3944, -0.1884, 0.2241, 0.0102
Si, 3.8672, 0, 0.3944, 0.024, 0.176, -0.1765
Si, 7.7343, 0, 0.3944, -0.0755, 0.1892, 0.0921
Si, 1.9336, 3.3491, 0.3944, -0.1785, 0.0703, 0.2363
Si, 5.8008, 3.3491, 0.3944, -0.0219, -0.0669, -0.0148
Si, 9.6679, 3.3491, 0.3944, -0.1145, -0.0633, 0.1074
Si, 0, 6.6981, 0.3944, 0.1456, 0.0181, 0.0456
Si, 3.8672, 6.6981, 0.3944, -0.2377, 0.0425, -0.0359
Si, 7.7343, 6.6981, 0.3944, 0.0172, 0.0537, -0.155
Si, 1.9336, 10.0472, 0.3944, -0.0257, 0.022, -0.0505
Si, 5.8008, 10.0472, 0.3944, -0.089, 0.003, -0.1179
Si, 9.6679, 10.0472, 0.3944, -0.0621, 0.147, 0.0711
Si, 11.5401, 0.0699, 2.7708, 0.0033, 0.004, -0.0114
Si, 3.8556, 0.0569, 2.7274, 0.0049, 0.0005, -0.011
Si, 7.6704, 0.0571, 2.7813, -0.0087, 0.0009, -0.0056
Si, 1.8603, 3.3781, 2.8066, -0.0065, -0.0114, -0.0103
Si, 5.756, 3.3867, 2.7678, 0.0096, 0.0005, -0.0079
Si, 9.6072, 3.3645, 2.7824, -0.0104, 0.004, -0.0103
Si, 11.6265, 6.7366, 2.7672, 0.0093, -0.0026, -0.0087
Si, 3.8099, 6.7269, 2.769, -0.0004, -0.0008, -0.0109
Si, 7.7486, 6.7459, 2.7377, 0.0038, -0.0063, -0.0089
Si, 1.9033, 10.0899, 2.7496, -0.0043, 0.0031, -0.0112
Si, 5.7666, 10.0554, 2.7428, -0.0094, -0.0025, -0.0071
Si, 9.6354, 10.1051, 2.7705, -0.0013, 0.007, -0.0074
Si, 11.5073, 2.2806, 3.6687, 0.0193, -0.0018, 0.0092
Si, 3.8118, 2.2772, 3.5598, -0.0062, 0, 0.0144
Si, 7.6581, 2.2886, 3.6596, -0.0025, 0.0018, 0.0078
Si, 1.9103, 5.5869, 3.6822, -0.0017, 0.007, 0.0091
Si, 5.7841, 5.6495, 3.4407, -0.0012, -0.0036, 0.0164
Si, 9.6891, 5.6172, 3.4905, -0.0078, -0.0015, 0.0044
Si, 11.5696, 8.9822, 3.5456, -0.0007, -0.0006, 0.0116
Si, 3.824, 8.9674, 3.547, 0.0099, -0.0006, 0.0126
Si, 7.7031, 8.9669, 3.5314, 0.0013, 0.0006, 0.0164
Si, 1.908, 12.3624, 3.4242, -0.0054, -0.005, 0.0141
Si, 5.7382, 12.2838, 3.5181, 0.0067, 0.0025, 0.0037
Si, 9.5999, 12.3581, 3.5768, 0.0016, -0.0128, 0.013
Si, 11.3725, 2.3068, 6.115, -0.0171, -0.005, -0.0054
Si, 3.7419, 2.2845, 5.9376, 0.0036, -0.0147, -0.0089
Si, 7.5362, 2.3581, 6.1013, 0.0013, -0.0073, -0.0055
Si, 1.887, 5.5897, 6.1418, -0.0042, 0.0031, -0.005
Si, 5.731, 5.7054, 5.7624, 0.0092, 0.0023, -0.0073
Si, 9.6866, 5.669, 5.8286, 0.005, 0.0001, 0
Si, 11.5329, 9.0204, 5.9033, 0.0005, -0.0036, -0.0082
Si, 3.7641, 8.9917, 5.9177, -0.0026, 0.0039, -0.0078
Si, 7.6623, 8.9641, 5.8851, 0.0068, 0.0028, -0.0111
Si, 1.8333, 12.4396, 5.7357, 0.0077, -0.0021, -0.0103
Si, 5.6439, 12.2474, 5.8666, 0.0004, -0.0059, -0.0025
Si, 9.4892, 12.3956, 5.9639, 0.0009, -0.0014, -0.0073
Si, 1.7646, 1.2246, 6.7071, 0.0076, 0.0087, 0.0016
Si, 5.5995, 1.0369, 6.7105, -0.0089, 0.0167, 0.0041
Si, 9.3808, 1.1896, 6.9659, 0.0137, 0.0089, 0.0033
Si, 11.4667, 4.5508, 6.9315, 0.0056, -0.0023, 0.0082
Si, 3.9608, 4.5098, 6.7248, 0.0034, 0.0005, 0.0058
Si, 7.6901, 4.7331, 6.6117, -0.0127, 0.0033, 0.0038
Si, 1.8416, 7.8861, 6.7141, 0.0011, -0.0034, -0.0009
Si, 5.7163, 7.8877, 6.6645, -0.0057, -0.011, 0.0026
Si, 9.6103, 7.8854, 6.6358, -0.002, 0.0036, 0.0003
Si, 11.5246, 11.3286, 6.4731, -0.0082, -0.0029, 0.0033
Si, 3.6179, 11.2298, 6.6645, -0.0051, -0.0043, 0.0032
Si, 7.5888, 11.1758, 6.6425, 0.0013, -0.0032, 0.0008
H, 1.8409, 7.9889, 8.2121, -0.0011, -0.0008, -0.0002
H, 7.5296, 11.1289, 8.1388, -0.0001, -0.0012, 0.0009
H, 9.6323, 7.868, 8.1347, -0.0002, -0.0009, 0.0005
O, 11.2421, 4.677, 8.612, 0, 0.0014, -0.0039
O, 9.0781, 1.2226, 8.6482, -0.0031, -0.0009, 0.0007
O, 3.2599, 11.2458, 8.2991, -0.0002, -0.0002, -0.0025
O, 5.3801, 0.6394, 8.3164, -0.0012, 0.0008, 0.0001
O, 4.508, 4.4446, 8.3046, -0.0008, -0.0019, -0.0006
O, 0.2671, 11.6223, 8.0678, 0.0009, -0.0039, -0.0042
O, 5.7896, 7.8214, 8.3351, 0.0006, 0.001, -0.001
O, 7.8178, 5.3841, 8.1477, 0.0011, 0.0012, -0.0029
O, 1.8293, 1.2726, 8.3765, -0.0002, 0.0009, -0.0019
H, 7.7428, 6.5874, 22.7076, 0.0006, -0.0004, 0.001
H, 3.9566, -0.1648, 22.7688, -0.0015, -0.0011, 0.0033
H, 3.9686, 6.6634, 22.7631, -0.0007, -0.0007, 0.0014
O, 2.5017, 9.6296, 22.4312, 0.0034, 0.0005, 0.002
O, 0.49, -0.0883, 22.8292, 0.0034, -0.0029, 0.0022
O, 10.1727, 2.8995, 22.7874, 0.0045, 0.0003, 0.0054
O, 11.6114, 6.7988, 22.3144, -0.0004, -0.0024, 0.0002
O, 6.0587, 3.2273, 22.5878, -0.0028, 0.0013, 0.0034
O, 5.6829, 10.106, 22.4756, 0.0004, -0.0008, 0.0015
O, 1.2362, 3.5351, 22.6684, -0.0005, 0.0031, 0.0024
O, 10.1022, 10.2022, 22.4499, -0.0008, -0.0004, -0.0001
O, 7.5717, 0.0567, 22.8735, -0.0025, -0.007, 0.0004
Si, 0.9539, 4.4078, 14.9196, 0.0002, -0.0013, -0.0001
Si, 6.2277, 8.0504, 12.5811, 0.0004, -0.0008, 0.0005
Si, 11.4892, 7.4403, 20.796, -0.0016, -0.002, -0.002
Si, 2.4069, 9.3109, 20.8173, 0.0019, -0.0002, -0.0017
Si, 9.3154, 1.2314, 17.66, -0.0007, -0.0008, -0.0014
Si, 11.3125, 4.756, 19.2747, -0.0008, -0.0005, -0.0031
Si, 3.0613, 2.4001, 14.2199, 0.0008, -0.0028, -0.0013
Si, 4.4703, 0.8206, 19.4451, -0.0002, -0.0016, -0.0012
Si, 8.6906, 4.1463, 17.6417, -0.0001, -0.0011, -0.0003
Si, 8.7419, 12.0121, 19.2856, 0.0003, -0.0024, -0.0024
Si, 4.7379, 7.9388, 16.5917, -0.0004, -0.0013, -0.0011
Si, 8.7901, 0.1616, 9.8917, -0.0026, 0.0013, 0.0017
Si, 4.8301, 4.879, 9.8459, -0.0009, -0.0017, 0.0047
Si, -0.1164, 3.1238, 21.828, -0.0008, -0.0011, -0.003
Si, 8.2639, 0.3786, 21.4611, -0.0008, -0.0023, -0.0031
Si, 10.7676, 10.1711, 11.787, -0.0007, -0.0016, 0.0028
Si, 6.2623, 2.6177, 21.1013, -0.0012, -0.0013, -0.0018
Si, 4.4411, 9.9588, 14.1972, 0.0001, -0.0012, 0.0006
Si, 4.1447, 3.0558, 17.1092, -0.0007, -0.001, -0.0007
Si, 6.0501, 11.6533, 18.5625, -0.0008, -0.0009, -0.0005
Si, 10.3027, 4.9286, 12.8035, -0.0007, 0.0007, 0.0017
Si, 1.0898, 1.3475, 9.8289, 0.0004, 0.0014, 0.0039
Si, 9.5098, 9.7391, 20.9902, -0.0023, 0.0005, -0.0007
Si, 6.0444, 4.7911, 18.758, -0.0007, -0.0014, -0.0008
Si, 6.3086, 9.7156, 21.0171, -0.0007, -0.0007, -0.0017
Si, 7.9573, 5.1923, 9.7505, -0.0006, 0.0007, 0.0039
Si, 5.6091, 5.9668, 14.6476, -0.0007, -0.0017, 0.0002
Si, 10.6844, 3.8565, 9.9351, -0.0015, -0.0018, 0.0002
Si, 7.6876, 0.6888, 15.0075, 0.0001, -0.0017, -0.0007
Si, 5.0079, 12.4165, 15.8682, 0.0002, -0.0007, -0.0003
Si, 9.6975, 13.0077, 12.7992, -0.0007, -0.0025, 0.002
Si, 2.0164, 12.2433, 19.5997, 0.0007, 0.0003, -0.0016
Si, 4.8986, 7.705, 19.4934, 0.0017, -0.001, -0.0016
Si, 5.0034, 7.8964, 9.7598, -0.0006, -0.0016, 0.0027
Si, 2.0393, 13.2719, 16.7581, 0.0004, -0.001, -0.0004
Si, 9.0381, 7.4675, 11.7956, -0.0005, 0.0006, 0.0009
Si, 3.7916, 2.2355, 11.2975, 0.0001, -0.001, 0.0004
Si, 1.0059, 13.2863, 14.0463, -0.0003, -0.0016, -0.0005
Si, 1.9861, 10.7197, 12.4673, 0, -0.0019, 0.0007
Si, 11.2284, 11.9948, 9.4882, -0.0015, -0.0008, 0.0042
Si, 5.5875, 0.0342, 9.8134, -0.0024, 0.0002, 0.001
Si, 3.0557, 5.5909, 16.2106, 0.0008, -0.0006, -0.0003
Si, 11.5009, 0.2685, 21.3671, 0.0009, -0.0033, -0.0032
Si, 0.58, 2.5753, 17.3934, -0.0005, -0.001, -0.0007
Si, 3.7426, 10.8464, 9.8051, -0.0001, -0.0009, 0.0019
Si, 7.9975, 3.8076, 14.5896, -0.001, -0.0012, 0.0021
O, 7.7932, 12.5387, 20.5154, 0.0003, 0, -0.0008
O, 6.2446, 0.0454, 15.4838, -0.0001, -0.001, 0.0007
O, 1.7379, 12.2035, 13.0869, 0, -0.002, -0.0006
O, 6.0022, 8.1634, 20.5957, 0.0004, 0.0009, 0.0014
O, 0.4305, 13.2699, 10.146, 0.0002, 0.0004, -0.0037
O, 5.9253, 7.0534, 15.8563, 0.0003, -0.0014, 0.0009
O, 7.5507, 5.1562, 18.2463, -0.0003, -0.002, 0.0001
O, 4.1251, 1.9202, 18.2812, -0.0013, -0.0023, 0.0013
O, 11.3605, 10.6507, 10.3578, -0.0001, 0.0007, -0.0007
O, 5.3391, 11.3894, 17.1122, 0.0001, -0.0011, 0.0003
O, 5.0369, 1.5873, 20.7669, -0.001, 0.0004, 0.0014
O, 3.161, 13.3712, 19.9328, 0.0007, -0.0026, 0.0012
O, 7.6457, 11.4242, 18.2317, 0.0001, -0.0004, 0.001
O, 3.4483, 6.9796, 16.9462, 0.0006, -0.0012, 0.0007
O, 4.2718, 6.4334, 10.0273, 0.0017, -0.0022, -0.0014
O, 9.8892, 11.3907, 12.4833, -0.0007, -0.0025, -0.0001
O, 9.8806, 0.2154, 21.4875, -0.0003, -0.0031, 0.0082
O, 9.421, 13.3552, 18.675, 0.0002, 0, 0.0026
O, 1.8003, 12.2336, 17.987, 0, -0.0011, 0.0009
O, 6.0494, 8.1229, 10.9742, -0.0017, -0.0016, -0.0014
O, 2.587, 10.9763, 10.9556, 0.0007, -0.0016, -0.0018
O, 5.6209, 13.2057, 18.8844, -0.0004, 0, 0.0001
O, 10.8471, 1.7021, 17.5928, 0.0003, -0.0016, 0.0004
O, 4.759, 11.5124, 14.539, 0, -0.0013, 0.0007
O, 0.7806, 3.6886, 18.6012, -0.0003, 0.0006, 0.0006
O, 5.4727, 6.7496, 13.218, 0.0011, -0.0011, -0.0001
O, 10.0692, 4.7696, 18.231, -0.0003, -0.0001, 0.0005
O, 0.5695, 9.8794, 12.5966, -0.001, -0.0017, -0.0011
O, 5.6812, 9.3986, 13.3022, -0.0004, -0.0016, -0.0003
O, 11.7315, 6.3145, 19.6116, -0.0007, -0.0023, -0.0006
O, 1.7566, 1.4369, 17.2399, -0.0003, -0.0005, -0.0007
O, 3.0637, 9.8654, 13.3388, -0.001, -0.0014, 0.001
O, 1.9555, 1.2048, 14.1297, -0.0008, -0.0011, -0.001
O, 9.9913, 6.5101, 12.6727, -0.0011, 0.0008, 0.0012
O, 7.1945, -0.0825, 10.0894, -0.0021, -0.0032, -0.0022
O, 8.9801, 4.0759, 13.2926, 0.0001, -0.0022, 0.0008
O, 7.7054, 1.8342, 20.9624, -0.0005, -0.0016, 0.0063
O, 4.0777, 9.2381, 9.7696, -0.0002, -0.0019, -0.0014
O, 0.9687, 8.6224, 20.5585, -0.0002, -0.0013, 0.0012
O, 9.6083, 12.2386, 9.3693, -0.0003, -0.0011, -0.0035
O, 5.192, 8.4743, 18.0601, -0.001, -0.0015, 0.0002
O, 9.0248, 3.9416, 9.9465, -0.0003, -0.0002, -0.0034
O, 7.9085, 9.7213, 21.1574, 0.0003, -0.0011, 0.0019
O, 9.8766, 8.838, 11.4799, 0.0014, -0.0019, -0.0008
O, 11.0358, 4.441, 11.4209, 0.0004, -0.0027, -0.0022
O, -0.1684, 2.401, 9.8571, -0.0008, -0.0005, 0.001
O, 6.7156, 4.8044, 14.4882, -0.0002, -0.0012, 0.0005
O, 5.676, 10.693, 19.8458, 0.0008, -0.0012, 0.0017
O, 3.4842, 8.2339, 20.1683, 0.0007, -0.0025, -0.0001
O, 8.7174, 0.66, 16.2684, 0.001, -0.0002, 0.0006
O, 9.3822, 0.4593, 11.4088, -0.0002, -0.0009, 0
O, 4.0138, 2.2672, 12.9153, -0.0002, -0.001, -0.0017
O, 6.434, 4.8254, 10.2585, 0.0007, -0.0011, -0.0026
O, 6.1808, 3.8666, 20.0794, -0.0005, -0.0025, 0.0023
O, 7.8284, 7.919, 12.7888, 0.0005, -0.0007, 0
O, 8.5219, 6.5678, 10.4922, 0.0009, -0.0012, -0.0013
O, 8.4172, -0.1688, 13.8071, 0.0008, -0.0007, -0.0008
O, 0.9766, 12.7807, 15.6075, 0.0004, 0.0001, 0.0005
O, 3.0111, 4.2528, 17.1787, -0.0012, -0.0009, -0.0001
O, 4.0652, 3.7634, 10.7616, 0.0018, -0.0016, -0.0014
O, 10.0534, 8.2376, 20.6154, 0.0005, 0.0022, 0
O, 9.8016, 10.8663, 19.8082, 0, 0.0005, 0.0028
O, 11.0869, 0.1806, 13.4905, -0.0009, -0.0013, -0.0009
O, 4.2641, 9.112, 15.5786, -0.0004, -0.0015, -0.0003
O, 1.5434, 5.7507, 15.6417, 0.0009, -0.0004, 0.001
O, 11.3679, 4.858, 13.9813, 0.0021, 0.0002, -0.002
O, 4.8788, 1.134, 10.784, 0.0009, -0.0022, 0.0004
O, 8.463, 2.5717, 18.1216, -0.0005, -0.0013, 0.001
O, 5.125, 6.0915, 19.1947, 0, -0.0021, 0.0001
O, 2.4917, 10.7529, 20.0528, -0.0013, -0.0009, -0.0007
O, 4.0082, 2.4372, 15.5826, -0.0003, -0.001, 0.0003
O, 0.2772, 1.7948, 20.9636, 0.0003, -0.0016, 0.0044
O, 3.5999, 13.1734, 16.2439, -0.0006, -0.0007, -0.0002
O, 8.7577, 4.146, 16.0032, 0.0003, -0.0012, 0.0018
O, 5.495, 3.9331, 17.4577, 0.0007, -0.0012, 0.0008
O, 2.1675, 3.7497, 14.0632, 0.0018, -0.0015, -0.0003
O, 0.3802, 3.333, 15.9792, -0.0013, -0.0007, 0.0011
O, 0.6025, 12.6495, 20.3134, -0.0018, 0.0008, 0.0013
O, 7.4834, 2.2519, 14.5442, 0, -0.0019, -0.0004
O, 4.9652, 11.9252, 10.0979, -0.0012, -0.0002, -0.0037
O, 2.254, 1.7708, 10.9048, 0.0005, -0.0014, -0.0008
O, 4.1536, 5.336, 15.0135, -0.0002, -0.0018, -0.0003
O, 10.9563, 4.2183, 20.7648, -0.0005, -0.0025, 0.0023

Results
free energy: -163062.983 eV
free energy less fixed offsets of H -15.97, O -568.88, Si -635.61 eV per atom: 0.977 eV

The program warned: the cutoff lies below the one the program advises for these potential files; the forces do not sum to zero within the program's tolerance; the exchange-correlation potential is rough where the density is thin.
